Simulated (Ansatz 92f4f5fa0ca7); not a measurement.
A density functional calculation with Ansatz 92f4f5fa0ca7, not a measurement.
Periodic cell of 166 atoms, Si98O68, from a study of silicon, its oxide and their interface. The atomic structure is a simulated model.

Settings: functional r2SCAN; potential files Ansatz norm-conserving; basis plane waves; wave-function cutoff 1300 eV; density cutoff ratio 4; exchange-correlation grid ratio 1; k mesh 2 x 2 x 1, shifted by 0.5 0.5 0.5 of a step; self-consistency stop 5e-08 eV per atom in the density residual; occupations Fermi-Dirac, 0.05 eV; spin none; net charge 0.

Cell vectors (angstrom)
a, 10.88, 0, 0
b, 0, 10.88, 0
c, 0, 0, 24.5949

Atoms: element, x, y, z (angstrom)
Si, -0.3304, 0.1549, 0.2166
Si, 2.3755, 2.9118, 0.3056
Si, 0.3433, 5.2193, 0.0852
Si, 3.0789, 7.9589, 0.0499
Si, 5.623, -0.2935, 0.2495
Si, 8.4879, 2.4416, 0.1817
Si, 5.2253, 5.6607, -0.065
Si, 7.7373, 8.3364, 0.3052
Si, 1.2385, 1.3286, 1.5786
Si, 4.0585, 4.126, 1.4218
Si, 1.4523, 6.8098, 1.4196
Si, 4.1013, 9.4406, 1.5811
Si, 6.8222, 1.3428, 1.4706
Si, 9.5834, 4.0897, 1.4414
Si, 6.655, 6.7375, 1.5582
Si, 9.4106, 9.4877, 1.5404
Si, -0.0348, 2.7478, 2.9227
Si, 2.6937, -0.0223, 2.8509
Si, 0.0208, 8.1527, 2.7822
Si, 2.7355, 5.4621, 2.8588
Si, 5.4468, 2.7506, 2.7748
Si, 8.119, -0.0029, 2.9107
Si, 5.4074, 8.1181, 2.9779
Si, 8.1595, 5.4179, 2.8044
Si, 1.3714, 4.1088, 4.2415
Si, 4.0867, 1.3891, 4.1665
Si, 1.336, 9.5054, 4.2177
Si, 4.0403, 6.7747, 4.2853
Si, 6.8161, 4.0568, 4.1971
Si, 9.4918, 1.3613, 4.2548
Si, 6.7847, 9.5347, 4.2829
Si, 9.5443, 6.8018, 4.1628
Si, -0.0069, 0.0151, 5.588
Si, 2.7331, 2.7312, 5.5763
Si, 0.0178, 5.4792, 5.5995
Si, 2.698, 8.1586, 5.6065
Si, 5.4531, 0.0695, 5.6051
Si, 8.1729, 2.7215, 5.615
Si, 5.4405, 5.4234, 5.5664
Si, 8.2367, 8.2072, 5.5602
Si, 1.3423, 1.3929, 6.9396
Si, 4.0658, 4.1034, 6.9544
Si, 1.3555, 6.8344, 7.0134
Si, 4.0814, 9.5521, 6.896
Si, 6.8588, 1.3761, 7.0222
Si, 9.5713, 4.0686, 6.9495
Si, 6.8262, 6.847, 6.814
Si, 9.5607, 9.5643, 7.0095
Si, 0.0882, 2.7779, 8.4207
Si, 2.6437, -0.0504, 8.249
Si, 0.0249, 8.2147, 8.3956
Si, 2.7297, 5.4661, 8.3618
Si, 5.442, 2.7576, 8.2841
Si, 8.2865, 0.0736, 8.4474
Si, 5.5736, 8.2694, 8.2012
Si, 8.1393, 5.4713, 8.1502
Si, 1.5175, 4.1014, 9.9071
Si, 4.0885, 1.2661, 9.446
Si, 1.3255, 9.6105, 9.8476
Si, 4.1585, 6.961, 9.4543
Si, 6.7367, 4.2367, 9.5706
Si, 9.6198, 1.4852, 9.9091
Si, 6.9756, 9.5167, 9.7453
Si, 9.5268, 6.7116, 9.503
Si, 0.456, 0.4444, 11.337
Si, 2.9143, 2.4109, 11.0742
Si, -0.296, 5.2803, 11.0281
Si, 3.0811, 8.4637, 10.8984
Si, 5.2594, -0.1824, 10.8657
Si, 8.2636, 3.1783, 10.9538
Si, 5.6151, 5.8929, 10.9024
Si, 8.1297, 7.7859, 10.9876
Si, 4.0029, 6.9252, 13.1832
Si, 10.1508, 7.1848, 13.275
Si, 6.162, 7.8055, 14.9147
Si, 4.9003, 1.9695, 17.7934
Si, 0.9291, 5.8361, 19.1441
Si, 6.1038, 14.2992, 15.3788
Si, -3.8529, 2.0313, 20.048
Si, -3.2474, -0.8104, 20.4765
Si, 3.5984, 7.1532, 18.3268
Si, 4.2322, 5.9182, 15.8236
Si, 5.6896, 2.1633, 12.6174
Si, 6.5871, 3.5968, 22.6096
Si, 8.2294, -1.2882, 16.1373
Si, -0.3053, 10.037, 14.2
Si, -10.0719, 0.6382, 16.7393
Si, 1.997, 2.8488, 18.3061
Si, 3.3539, -0.6659, 17.9593
Si, 10.8236, -4.2116, 21.8194
Si, -8.3456, 0.6264, 20.4922
Si, -2.5833, 5.6209, 15.1365
Si, 1.2556, -1.4331, 22.5363
Si, 4.2178, 1.5054, 22.8415
Si, 9.0216, 6.9569, 17.7631
Si, 8.889, 0.5367, 18.307
Si, 8.0453, 7.6113, 21.996
Si, 6.4578, 7.5321, 19.6538
O, 2.5376, -1.9942, -1.2107
O, 0.2102, -0.7762, -1.0104
O, 1.3619, 4.0126, -0.4219
O, 2.9213, 2.0038, -0.9354
O, -0.0516, 5.9982, -1.3074
O, 4.1464, 6.8264, -0.5924
O, 7.9162, 3.2149, -1.149
O, 4.8161, 0.1421, -1.1189
O, 15.8808, 6.9733, -5.4162
O, 3.7242, 1.3231, -3.2707
O, 6.0223, 5.0346, -1.4041
O, 9.5415, 1.3042, -0.4479
O, 8.147, 7.4076, -1.0054
O, 9.2903, 6.8358, -3.2652
O, 1.7435, 1.4338, 11.7897
O, -0.2054, -0.1633, 12.726
O, 11.067, 6.3337, 12.2187
O, 3.684, -13.1058, 17.6907
O, 4.2472, 2.766, 12.0483
O, -1.2418, 5.9621, 14.2733
O, 4.921, 15.3889, 15.5128
O, 4.7248, 16.6119, 12.3133
O, 2.837, -3.2296, 12.3302
O, 4.1301, -1.2476, 11.3997
O, 7.1163, 2.7718, 12.0807
O, 9.4029, 4.223, 11.6246
O, 8.6719, 5.7867, 16.7014
O, 6.8839, 6.8082, 11.4238
O, 8.9812, 7.9727, 12.4095
O, 6.5049, -1.6991, 19.6661
O, -1.7902, -0.7818, 14.8648
O, 8.9261, -0.56, 19.512
O, 1.8038, 1.7969, 19.5814
O, -3.8139, 0.6466, 20.9347
O, 3.3236, 6.2975, 14.5292
O, -3.3348, 4.1557, 15.085
O, 6.0039, 2.5443, 16.7466
O, -4.092, 9.149, 15.5382
O, -0.5336, 0.6142, 17.6513
O, 5.3482, 17.9479, 16.1052
O, -6.4537, 11.3226, 17.3964
O, -2.5862, 1.9215, 18.9768
O, 0.5792, 0.1098, 15.2127
O, 0.0425, -2.4595, 14.0564
O, 5.6482, 2.0065, 19.2191
O, -7.6307, -0.4868, 19.557
O, -2.9734, 10.8383, 17.1377
O, 1.5634, 10.6467, 21.4703
O, 5.7371, 2.3764, 14.2109
O, 9.0361, 8.3967, 16.9496
O, 5.7276, 0.5772, 12.2542
O, 7.7473, 7.0031, 18.7877
O, 2.1979, 6.8905, 19.1247
O, 14.4761, 2.9458, 17.9683
O, 17.8938, 3.3485, 21.0242
O, 1.8998, 10.484, 17.3185
O, 0.614, 5.668, 20.7307
O, -5.5074, 2.6045, 22.9465
O, -5.7326, 8.0217, 13.6689
O, 12.2134, 4.3244, 18.5967
O, 8.1466, -1.6554, 21.746
O, 1.3275, 2.1797, 16.9551
O, 0.6202, -2.7325, 21.7988
O, -3.5712, 6.7482, 14.5256
O, -4.1622, -3.8131, 21.2033
O, 6.7236, -1.3913, 24.2777
O, 3.4226, 5.9634, 17.211
O, 10.4819, 6.5348, 18.4104

Results
free energy: -43107.880 eV
free energy less fixed offsets of O -463.61, Si -117.95 eV per atom: -23.300 eV
pressure: -2.23 GPa
stress xx, yy, zz, yz, xz, xy (GPa, positive in tension): 2.21, 2.71, 1.78, 0.57, 0.56, -0.18

Forces (eV/angstrom), in the order of the atoms: element, x, y, z
Si, -0.2647, 0.0405, -0.501
Si, -0.1554, -0.0021, -0.6184
Si, 0.0996, 0.0409, -0.5974
Si, 0.122, -0.0435, -0.4166
Si, 0.11, -0.2227, -0.6505
Si, 0.1249, -0.1629, -0.7597
Si, -0.0086, 0.0591, -0.2738
Si, 0.0612, 0.0109, -0.6324
Si, 0.011, 0.0182, -0.156
Si, 0.0977, 0.0394, -0.3719
Si, 0.0411, 0.0887, -0.2903
Si, -0.0313, 0.0419, -0.1408
Si, 0.0462, 0.0033, -0.2687
Si, 0.0892, 0.0446, -0.1301
Si, -0.098, -0.0329, -0.1513
Si, -0.0751, 0.0368, -0.211
Si, -0.037, 0.0148, 0.2059
Si, 0.0739, -0.0154, 0.0099
Si, 0.0582, -0.0748, -0.0664
Si, 0.0857, 0.0097, -0.0118
Si, -0.0261, -0.0245, -0.0459
Si, -0.0928, 0.0243, 0.1013
Si, 0.0077, -0.0054, 0.2159
Si, 0.0388, 0.0043, -0.0028
Si, 0.0266, -0.0528, -0.0702
Si, 0.0827, -0.0107, 0.0777
Si, 0.0395, 0.0352, 0.0372
Si, -0.0529, 0.0139, -0.0514
Si, -0.0244, 0.0385, 0.0549
Si, -0.0957, 0.0334, -0.098
Si, 0.0662, -0.0046, -0.0689
Si, 0.0326, 0.0107, 0.0544
Si, 0.0368, 0.0327, -0.0078
Si, 0.0005, 0.0526, -0.023
Si, -0.0924, 0.0131, -0.0211
Si, 0.0911, -0.1132, -0.0172
Si, -0.0659, -0.0049, -0.0592
Si, 0.025, -0.1121, -0.0309
Si, -0.0141, 0.0472, -0.0363
Si, -0.041, 0.0476, -0.0604
Si, -0.0206, -0.0369, 0.0784
Si, 0.0648, -0.0657, -0.0495
Si, 0.0152, 0.0477, -0.0102
Si, 0.0099, 0.0537, 0.0745
Si, -0.0095, 0.0729, -0.0286
Si, 0.0381, -0.0003, 0.0611
Si, 0.0765, 0.0102, 0.0747
Si, -0.0338, -0.0303, -0.0304
Si, 0.0634, 0.0759, 0.1197
Si, -0.0431, -0.1919, -0.1054
Si, 0.0995, 0.12, 0.0305
Si, -0.0029, -0.0352, 0.0402
Si, 0.0596, -0.0011, -0.008
Si, 0.0522, 0.0825, 0.0594
Si, 0.2239, 0.1387, -0.1392
Si, -0.3036, 0.0083, -0.1629
Si, -0.1649, -0.1028, 0.3245
Si, 0.1521, 0.1113, 0.2508
Si, 0.105, 0.0603, 0.0586
Si, -0.1109, 0.0793, 0.2351
Si, 0.0494, 0.1118, 0.0993
Si, 0.09, 0.0663, 0.169
Si, -0.2519, -0.1226, 0.3005
Si, 0.0912, -0.0979, 0.1418
Si, -0.0246, -0.0764, 0.3156
Si, 0.0962, -0.1064, 0.0777
Si, -0.004, -0.1972, 0.3
Si, 0.1661, -0.0197, 0.6337
Si, 0.0057, -0.2982, 0.574
Si, -0.0305, 0.2006, 0.5171
Si, 0.0762, 0.107, 0.6603
Si, -0.1962, -0.0563, 0.7256
Si, -0.0397, 0.0097, 0.2316
Si, -0.2059, -0.1172, 0.1636
Si, 0.0385, 0.0931, 0.3613
Si, 0.1024, 0.0209, -0.0203
Si, -0.0049, 0.02, -0.0485
Si, 0.0126, -0.0121, 0.3868
Si, 0.0526, -0.163, -0.2563
Si, 0.0202, -0.0196, -0.073
Si, 0.08, -0.0493, 0.0298
Si, -0.02, -0.1129, 0.3816
Si, 0.0638, -0.1947, 0.1096
Si, 0.101, -0.0543, -0.1576
Si, -0.1945, 0.0649, 0.2506
Si, -0.1421, 0.0909, 0.4708
Si, 0.0176, 0.0915, 0.2694
Si, 0.011, 0.1077, -0.0656
Si, 0.0881, -0.0593, -0.0514
Si, -0.1087, -0.1948, -0.3562
Si, -0.0072, -0.0867, -0.366
Si, -0.1171, -0.0333, 0.2314
Si, -0.0847, 0.0698, -0.1188
Si, -0.1193, -0.1318, -0.1094
Si, 0.0218, -0.0387, 0.0996
Si, -0.0813, -0.0136, 0.0543
Si, -0.0864, 0.186, -0.3611
Si, -0.0802, 0.0188, -0.1398
O, -0.0525, -0.1837, 0.165
O, 0.1925, 0.1024, 0.0747
O, 0.0668, 0.008, 0.8037
O, 0.2407, 0.0413, 0.1093
O, 0.0957, -0.1847, 0.3718
O, -0.0564, 0.0518, 0.6116
O, -0.1947, -0.0841, 0.2368
O, 0.0322, 0.2528, 0.2832
O, -0.0785, 0.1473, -0.111
O, 0.048, -0.0169, 0.3979
O, -0.139, 0.0431, 0.3504
O, -0.0419, 0.0551, 0.905
O, -0.1356, 0.2794, 0.2599
O, 0.0404, 0.0816, 0.3142
O, -0.221, -0.0492, -0.5112
O, 0.2512, 0.16, -0.3421
O, -0.1463, -0.2323, -0.1927
O, -0.0584, -0.0724, 0.0937
O, -0.2614, -0.025, -0.0487
O, 0.0491, 0.47, -0.3013
O, 0.1372, 0.0992, -0.1235
O, 0.2149, 0.108, -0.306
O, 0.1278, 0.1381, -0.5092
O, -0.0084, -0.0837, -0.5957
O, -0.028, -0.0062, -0.0491
O, 0.1219, 0.0538, -0.6413
O, -0.0905, 0.1441, -0.2617
O, -0.1079, -0.049, -0.4433
O, -0.0735, -0.144, -0.2914
O, 0.232, -0.1273, 0.1824
O, 0.2673, -0.1317, -0.187
O, -0.355, 0.1583, -0.0163
O, 0.185, -0.0862, -0.0266
O, 0.0317, 0.0932, -0.186
O, 0.3955, 0.1184, -0.2225
O, -0.134, 0.1511, -0.1049
O, -0.1782, 0.127, -0.2023
O, 0.1391, -0.2919, -0.1554
O, 0.0779, 0.0072, -0.1767
O, -0.0442, -0.1005, -0.3488
O, -0.158, 0.1088, 0.1738
O, -0.2361, -0.206, 0.1609
O, -0.1341, -0.1953, -0.1444
O, -0.1363, -0.0269, -0.2064
O, 0.1671, -0.0578, 0.0718
O, -0.1523, 0.3053, 0.0586
O, 0.2914, -0.1138, 0.0149
O, 0.1295, -0.1988, 0.2831
O, -0.0205, 0.113, -0.4254
O, -0.184, 0.0143, -0.1314
O, -0.0506, 0.236, -0.4305
O, -0.0813, 0.1381, -0.0002
O, -0.0102, -0.1275, -0.0855
O, -0.1125, -0.2327, 0.0214
O, -0.1987, 0.042, 0.5123
O, -0.0139, 0.1677, -0.0321
O, -0.0618, 0.3173, 0.1155
O, 0.0273, -0.0463, -0.0514
O, -0.19, -0.4039, -0.0416
O, 0.0378, 0.0682, 0.0328
O, -0.0846, -0.2917, -0.0658
O, 0.0369, -0.2422, 0.1347
O, 0.042, 0.0862, 0.249
O, -0.0224, -0.0284, -0.0077
O, 0.3019, 0.2196, 0.122
O, 0.0222, -0.0992, 0.7087
O, 0.1931, 0.213, -0.1739
O, 0.1092, -0.0896, 0.1071

The program warned: the forces do not sum to zero within the program's tolerance.
